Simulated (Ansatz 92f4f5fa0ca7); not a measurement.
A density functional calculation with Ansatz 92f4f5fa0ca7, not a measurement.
Periodic cell of 220 atoms, Si132O88, from a study of silicon, its oxide and their interface. The atomic structure is a simulated model.
Doubt: the cutoff is far below the 930 eV that the study's wrapper takes by default for these files, so forces and energies are approximate.
This geometry differs little from another in the collection (a relaxation step or a small displacement).

Settings
functional: PBE
potential files: Ansatz PAW
basis: plane waves
wave-function cutoff: 580 eV
density cutoff ratio: 5
exchange-correlation grid ratio: 1
k mesh: 1 x 1 x 1, Gamma-centred
self-consistency stop: 5e-08 eV per atom in the density residual
occupations: fixed
spin: none
net charge: 0

Cell vectors (angstrom)
a	10.938	0	0
b	0	10.938	0
c	0	0	32.8047

Atoms: element, x, y, z (angstrom)
Si	-0.2364	0.3512	25.2904
Si	5.7687	-0.1464	25.3256
Si	2.5335	3.0921	25.3495
Si	8.4766	2.6058	25.2383
Si	0.3007	5.3143	25.3309
Si	5.201	5.8028	25.4245
Si	3.0015	8.0429	25.3546
Si	7.9858	8.5544	25.3585
Si	1.3686	1.4592	26.6183
Si	6.9016	1.4482	26.6232
Si	4.0815	4.1973	26.7244
Si	9.6167	4.1526	26.6121
Si	1.4083	6.8944	26.6739
Si	6.8458	6.9331	26.6605
Si	4.1542	9.6393	26.6378
Si	9.5784	9.6898	26.6528
Si	2.7178	0.0309	27.9809
Si	8.1887	0.0466	28.0443
Si	-0.0139	2.7616	28.0293
Si	5.465	2.7549	27.9998
Si	2.703	5.5097	28.0816
Si	8.1986	5.4888	27.9837
Si	-0.0211	8.2416	27.996
Si	5.455	8.2391	28.047
Si	4.1018	1.3673	29.3864
Si	9.5708	1.3673	29.3864
Si	1.3673	4.1018	29.3864
Si	6.8362	4.1018	29.3864
Si	4.1018	6.8362	29.3864
Si	9.5708	6.8362	29.3864
Si	1.3673	9.5708	29.3864
Si	6.8362	9.5708	29.3864
Si	0	0	30.7537
Si	5.469	0	30.7537
Si	2.7345	2.7345	30.7537
Si	8.2035	2.7345	30.7537
Si	0	5.469	30.7537
Si	5.469	5.469	30.7537
Si	2.7345	8.2035	30.7537
Si	8.2035	8.2035	30.7537
Si	1.3673	1.3673	32.1209
Si	6.8362	1.3673	32.1209
Si	4.1018	4.1018	32.1209
Si	9.5708	4.1018	32.1209
Si	1.3673	6.8362	32.1209
Si	6.8362	6.8362	32.1209
Si	4.1018	9.5708	32.1209
Si	9.5708	9.5708	32.1209
Si	2.7345	0	0.6835
Si	8.2035	0	0.6835
Si	0	2.7345	0.6835
Si	5.469	2.7345	0.6835
Si	2.7345	5.469	0.6835
Si	8.2035	5.469	0.6835
Si	0	8.2035	0.6835
Si	5.469	8.2035	0.6835
Si	4.1018	1.3673	2.0507
Si	9.5708	1.3673	2.0507
Si	1.3673	4.1018	2.0507
Si	6.8362	4.1018	2.0507
Si	4.1018	6.8362	2.0507
Si	9.5708	6.8362	2.0507
Si	1.3673	9.5708	2.0507
Si	6.8362	9.5708	2.0507
Si	0	0	3.418
Si	5.469	0	3.418
Si	2.7345	2.7345	3.418
Si	8.2035	2.7345	3.418
Si	0	5.469	3.418
Si	5.469	5.469	3.418
Si	2.7345	8.2035	3.418
Si	8.2035	8.2035	3.418
Si	1.3684	1.3554	4.793
Si	6.7934	1.3729	4.8324
Si	4.1157	4.0192	4.8611
Si	9.5755	4.0687	4.8506
Si	1.4108	6.7585	4.7826
Si	6.8978	6.7753	4.7695
Si	4.1283	9.5569	4.7995
Si	9.5793	9.543	4.6153
Si	2.6904	-0.0738	6.1638
Si	8.2195	-0.1151	5.9555
Si	-0.0412	2.6318	6.2344
Si	5.3594	2.547	6.3966
Si	2.6986	5.3495	6.243
Si	8.1343	5.3458	6.2559
Si	-0.1206	8.1098	5.9191
Si	5.5385	8.1571	6.0893
Si	3.6956	1.2962	7.8339
Si	9.7076	0.9187	7.4067
Si	1.5636	3.6862	7.6013
Si	6.4639	4.2464	7.6318
Si	4.3647	6.6029	7.3557
Si	9.3672	7.0059	7.385
Si	0.978	9.6689	7.2091
Si	7.1935	9.2763	7.3727
O	1.4046	4.1863	24.8092
O	6.8524	9.6404	24.8116
O	2.6639	2.5608	8.1551
O	8.2757	8.1394	7.9296
O	5.399	5.4627	7.9516
O	-0.0326	-0.1309	7.8542
O	4.0947	6.9005	24.8524
O	9.5706	1.4486	24.7463
O	1.5214	8.7707	8.4389
O	0.7933	4.2463	8.9467
O	8.8095	1.1754	8.7848
O	6.7883	10.2252	8.6811
O	3.9646	0.4947	9.3124
O	3.947	7.5706	8.6033
O	6.8655	3.7287	9.1574
O	10.2942	6.4337	8.5981
O	3.2875	2.486	24.0178
O	5.1654	0.5792	23.9737
O	7.8591	3.3345	23.8746
O	10.606	6.0255	23.9856
O	8.707	7.9148	24.026
O	2.3528	8.7161	23.9988
O	5.8365	5.0706	24.1114
O	0.4735	10.6348	23.9519
Si	3.7058	10.519	10.6752
Si	0.9543	3.2445	12.6451
Si	-2.4719	-1.9197	11.7308
Si	4.4604	1.784	23.1318
Si	-6.2286	-7.5583	17.2558
Si	3.3727	-11.0712	15.8812
Si	1.1972	9.439	23.1078
Si	15.7758	8.4193	17.4405
Si	-1.8931	3.2267	12.5924
Si	-1.3057	4.3032	19.1126
Si	2.4241	0.5421	21.1203
Si	5.0006	12.9618	14.6582
Si	10.7666	18.1552	11.8618
Si	2.5311	0.8765	13.1769
Si	7.7197	11.205	9.6233
Si	0.2255	6.0349	17.0639
Si	5.4274	-2.1705	12.4978
Si	2.5492	-2.9772	9.3732
Si	3.8947	3.5006	12.1937
Si	7.9475	6.072	20.9814
Si	7.2749	-2.3951	19.2354
Si	10.4101	5.3458	14.1439
Si	2.3852	1.3588	18.2605
Si	9.7487	-2.1714	17.3885
Si	6.6218	2.9396	10.5539
Si	-3.1196	1.418	14.5964
Si	0.1077	1.9906	20.0888
Si	8.916	-0.0085	19.1749
Si	6.5996	4.0607	23.1065
Si	9.9019	7.2361	23.1531
Si	7.6739	2.3591	17.568
Si	11.4086	5.7289	9.5656
Si	6.414	7.7875	14.9224
Si	4.5271	-4.676	13.7163
Si	3.3675	6.0948	16.7122
Si	8.7816	-1.4818	14.6735
O	5.9162	7.7308	16.4494
O	5.7404	-2.0433	18.7155
O	7.8737	2.2886	15.9587
O	-1.765	-1.3525	13.1146
O	6.9177	-2.4641	11.9091
O	14.6159	7.3274	17.7448
O	1.1987	1.6373	21.2479
O	3.8673	13.0574	13.3614
O	-2.0242	1.8564	13.4946
O	-0.0983	5.6901	11.0774
O	6.167	2.9564	17.8721
O	8.5033	5.2859	19.6894
O	-3.0613	-0.1461	14.9944
O	-0.6246	5.5541	15.7594
O	-0.0699	7.5903	17.4817
O	-0.4409	3.0428	11.8219
O	7.1199	-3.5969	20.3427
O	10.7792	5.1161	18.334
O	3.7658	1.1112	21.8271
O	-8.6017	3.4832	11.732
O	7.8988	0.8894	18.2438
O	10.3852	14.4003	20.2997
O	3.6405	6.4041	15.1016
O	0.9193	1.9867	18.6396
O	1.7952	-5.1776	16.7911
O	6.7124	12.2686	10.3515
O	7.772	14.3675	11.6008
O	9.3028	-3.1927	11.235
O	12.0006	19.0848	11.6296
O	0.802	4.4059	13.7758
O	-0.457	-4.1498	13.44
O	3.11	9.0692	10.4135
O	1.9166	6.4858	9.5961
O	5.0702	14.1433	11.1342
O	4.6971	0.7826	15.6254
O	2.787	0.3749	19.5176
O	4.2298	4.7976	13.066
O	9.2224	6.6172	21.8227
O	5.6314	9.0152	14.125
O	-1.1346	0.9234	20.1641
O	7.0687	4.999	21.8506
O	-2.9464	-2.8917	14.8805
O	1.9169	-0.8658	21.779
O	-0.8998	-0.8612	18.3278
O	2.2489	0.5431	16.8437
O	2.7453	-0.2278	14.3462
O	5.5611	2.8868	22.6241
O	8.856	-7.6236	18.0931
O	3.5544	2.4762	17.9778
O	-1.0478	-1.5848	15.8558
O	2.6903	0.465	11.6428
O	1.2498	1.81	13.4328
O	-6.96	-1.39	16.65
O	6.3813	12.7593	13.8783
O	4.7965	-7.6279	15.5939
O	0.0746	8.3354	22.6808
O	7.9316	-1.067	19.958
O	4.4193	-3.5094	12.5359
O	-2.6495	-2.7428	17.958
O	4.9326	10.1347	11.7297
O	9.1034	4.4954	13.6193
O	8.4875	-0.636	10.7225
O	4.2891	-6.0074	17.4067
O	6.0906	-4.5934	14.2147

Results
free energy: -133959.840 eV
free energy less fixed offsets of O -568.88, Si -635.61 eV per atom: 2.120 eV

Forces (eV/angstrom), in the order of the atoms: element, x, y, z
Si	0.0057	-0.0034	0.0129
Si	-0.0024	0.0037	0.0085
Si	0.0037	-0.0039	0.0128
Si	-0.0011	0.0042	0.008
Si	-0.0052	0.0072	0.014
Si	0.008	-0.0001	0.011
Si	-0.0035	0.0089	0.0105
Si	0.0054	-0.0033	0.0122
Si	0.0043	-0.004	-0.0046
Si	-0.0054	0.0042	-0.005
Si	0.0039	-0.004	-0.0052
Si	-0.0031	0.0061	-0.0035
Si	-0.0057	0.0032	-0.0037
Si	0.0031	-0.0038	-0.0063
Si	-0.0047	0.0044	-0.0049
Si	0.0047	-0.0055	-0.0045
Si	-0.0046	0.0007	0
Si	0.0015	0.0001	0.0054
Si	-0.0014	-0.0025	0.0034
Si	-0.0038	0.0011	0.0006
Si	0.001	-0.0009	0.0032
Si	-0.0033	-0.0011	0.0004
Si	-0.0035	0.0012	-0.0002
Si	-0.0003	-0.0018	0.0054
Si	-0.0207	0.0272	-0.2179
Si	0.045	0.1604	0.2209
Si	-0.181	0.0266	0.3047
Si	0.0525	0.0875	-0.1907
Si	0.0382	0.2056	0.3336
Si	-0.0239	0.0698	-0.2222
Si	0.011	0.1145	-0.2148
Si	0.0037	0.1856	0.1993
Si	0.0251	0.0429	-0.0257
Si	0.0683	-0.053	0.0009
Si	0.0108	0.0414	-0.0137
Si	0.0994	-0.0038	-0.002
Si	0.0575	-0.0473	0.0081
Si	0.0168	0.0542	-0.0216
Si	0.0905	-0.0063	-0.0067
Si	0.0126	0.028	-0.0237
Si	-0.0276	-0.0519	-0.0075
Si	-0.0512	0.0312	-0.022
Si	0.0074	-0.0016	-0.0111
Si	-0.0669	0.0448	-0.0173
Si	-0.0311	0.0583	-0.0322
Si	0.0052	0.0005	-0.0058
Si	-0.0731	0.016	-0.0242
Si	0.0172	-0.0105	-0.0124
Si	0.0672	-0.0454	0.0176
Si	0.0126	-0.0261	0.0242
Si	0.009	0.0292	0.0026
Si	0.023	-0.0194	0.0379
Si	-0.017	0.0071	0.0148
Si	0.0697	-0.0246	0.0185
Si	0.0429	-0.0662	0.0275
Si	0.0135	0.0369	0.0004
Si	-0.0736	-0.0402	0.0158
Si	0.02	-0.0431	0.0157
Si	-0.0563	-0.0423	0.0301
Si	-0.0506	0.0362	0.0144
Si	-0.0585	-0.0052	0.041
Si	-0.1052	0.0458	-0.03
Si	-0.0516	0.0824	-0.0164
Si	-0.0763	-0.1231	0.0088
Si	0.4577	0.2505	-0.6009
Si	-0.0595	0.118	0.0844
Si	0.0148	-0.0238	0.1165
Si	-0.1322	0.0368	0.4194
Si	-0.0725	-0.2973	0.1655
Si	-0.0187	-0.3889	0.3073
Si	0.1374	-0.1396	0.1909
Si	-0.2464	-0.53	-0.8658
Si	0.0074	0.0056	-0.0031
Si	0.0002	-0.0042	-0.0026
Si	-0.007	-0.0004	-0.0049
Si	0.0111	0.0037	0.0031
Si	0.0019	-0.001	-0.0016
Si	-0.0067	0.0125	-0.004
Si	0.0066	0.0009	0.0005
Si	-0.0063	-0.0021	-0.008
Si	0.0026	-0.0084	0.0009
Si	0.0005	0.0065	0.0026
Si	-0.0078	0.0048	0.0021
Si	0.0159	-0.0039	0.0068
Si	-0.0039	-0.0053	-0.0043
Si	0.0045	-0.0124	-0.0021
Si	0.01	-0.0035	0.0027
Si	0.0089	0.0078	0.0053
Si	-0.0177	-0.0126	0.0085
Si	0.0129	-0.0026	-0.0017
Si	-0.0247	0.0219	-0.0052
Si	0.0002	-0.0044	-0.0097
Si	-0.0213	0.0294	0.0135
Si	0.0001	-0.0042	0.0081
Si	0.0975	-0.1219	0.1068
Si	-0.0099	-0.0141	-0.0081
O	0.0039	-0.0043	-0.0029
O	0.0008	-0.0002	-0.0013
O	0.0005	0.0081	-0.0047
O	-0.006	0.0058	-0.0089
O	0.0066	-0.0194	0.0057
O	-0.0344	0.0424	-0.0218
O	0.0025	-0.0044	-0.0044
O	0.0002	0.0009	-0.0024
O	-0.1291	0.1761	-0.1281
O	-0.0215	-0.034	0.0073
O	-0.011	-0.0038	0.0091
O	0.0119	0.009	0.0073
O	0.0107	0.0256	-0.0101
O	0.024	0.0387	-0.0358
O	0.0019	-0.0044	0.0234
O	-0.0177	0.0009	-0.0188
O	0.0046	-0.0046	-0.0118
O	-0.0037	0.0049	-0.0084
O	-0.0066	0.0063	-0.0087
O	-0.0059	0.0067	-0.0124
O	0.0056	-0.0062	-0.0142
O	-0.0044	0.0048	-0.01
O	0.0076	-0.0078	-0.0143
O	0.0049	-0.005	-0.0127
Si	-0.0226	-0.1672	-0.0852
Si	-0.0285	0.0119	-0.0391
Si	-0.0312	-0.0727	-0.1684
Si	0.0015	0.0017	0.0181
Si	0.0013	-0.0033	0.0092
Si	0.0125	0.01	0.0252
Si	-0.0031	-0.0022	0.0179
Si	0.0087	-0.0012	0.0143
Si	0.0282	0.0628	-0.041
Si	-0.0034	0.0081	0.0031
Si	0.0027	-0.002	0.0205
Si	-0.0086	0.0107	-0.0065
Si	0.4153	0.0969	-0.5569
Si	-0.0293	0.0186	0.014
Si	0.0078	-0.0099	-0.0052
Si	-0.018	-0.0177	0.0067
Si	-0.013	0.0346	-0.0642
Si	-0.2504	0.1828	0.6042
Si	-0.0092	0.0529	-0.04
Si	0.0047	-0.0071	0.0215
Si	-0.0007	-0.0053	0.0186
Si	-0.0021	-0.0007	-0.0076
Si	0.0014	0.0036	0.0229
Si	-0.0091	0.0007	0.0338
Si	0.0264	-0.0079	-0.0231
Si	0.0053	0.0386	-0.0032
Si	0.002	0.0026	0.0101
Si	-0.0016	0.0078	0.0178
Si	-0.0021	0.0014	0.0164
Si	0.0007	0.0007	0.022
Si	0.0006	0.0048	0.0074
Si	0.073	0.0668	-0.0052
Si	-0.0019	0.0014	-0.0068
Si	0.0209	-0.0084	-0.0194
Si	0.0075	-0.0099	0.0149
Si	-0.0265	0.0018	0.0211
O	-0.0019	0.0027	-0.0032
O	-0.0054	0	-0.011
O	-0.0049	-0.0159	-0.0211
O	0.0629	0.0126	0.0531
O	0.0145	0.0138	0.0126
O	0.0019	0.0029	-0.0067
O	-0.0029	0.0017	-0.0076
O	0.0439	0.0009	0.0504
O	-0.0025	-0.0033	0.0123
O	0.0374	0.1874	0.1573
O	0.0019	0.0001	-0.002
O	0.0131	-0.0065	-0.0116
O	0.0005	-0.0148	0.0037
O	0.0252	0.0344	-0.0557
O	0.0048	-0.0071	-0.0082
O	-0.0182	-0.0147	0.0551
O	-0.0004	0.0071	-0.013
O	-0.0102	0.0038	-0.013
O	-0.0055	-0.0023	-0.0095
O	0.0151	-0.0093	0.0188
O	-0.0006	0.0005	-0.0076
O	0.0012	-0.0042	-0.0133
O	-0.0095	0.0059	0.0035
O	0.0008	-0.0015	-0.0023
O	0.004	0.0051	-0.0043
O	0.0073	0.009	0.0024
O	-0.0001	-0.012	0.0159
O	0.0672	0.1021	0.1104
O	-0.427	-0.1994	-0.044
O	-0.0265	0.0441	0.0166
O	-0.0052	-0.1272	0.34
O	0.1477	-0.0262	-0.2272
O	0.0849	-0.256	-0.1783
O	-0.0055	-0.0062	0.0166
O	-0.0075	-0.0021	-0.0092
O	-0.0006	0.0052	-0.0186
O	-0.0033	-0.0074	0.0026
O	-0.0079	-0.0044	-0.0149
O	0.0058	-0.0055	0.0161
O	0.0021	0.003	-0.0066
O	0.0035	0.0065	-0.0056
O	0.0046	0.0055	0.0041
O	0.0029	0.007	-0.0096
O	0.0033	-0.0049	-0.0107
O	0.0075	-0.007	-0.0141
O	-0.0143	-0.0226	0.0022
O	0.0011	0.0029	-0.0046
O	0.0087	0.0127	0.0084
O	-0.0038	-0.0022	-0.0062
O	0.0043	0.0076	-0.028
O	-0.0103	0.0108	-0.0052
O	0.008	-0.0015	0.0138
O	-0.0029	0.007	-0.006
O	-0.0012	0.002	0.0034
O	-0.0036	-0.0083	-0.0148
O	0.0008	0.0009	-0.0059
O	0.0012	0.0032	-0.0048
O	-0.0144	-0.0054	0.0256
O	0.0072	0.0025	-0.0088
O	-0.0038	0.0092	0.0347
O	0.0088	-0.036	-0.0046
O	-0.0116	-0.0226	0.036
O	-0.007	0.0119	-0.0063
O	0.0022	0.0052	0.0105

The program warned: the cutoff lies below the one the program advises for these potential files; the exchange-correlation potential is rough where the density is thin.
